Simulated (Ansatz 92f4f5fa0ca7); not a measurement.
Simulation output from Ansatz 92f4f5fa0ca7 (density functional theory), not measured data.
Periodic cell of 196 atoms, Si117O79, from a study of silicon, its oxide and their interface. The atomic structure is a simulated model.

Settings: functional r2SCAN; potential files Ansatz norm-conserving; basis plane waves; wave-function cutoff 1300 eV; density cutoff ratio 4; exchange-correlation grid ratio 1; k mesh 2 x 2 x 1, shifted by 0.5 0.5 0.5 of a step; self-consistency stop 5e-08 eV per atom in the density residual; occupations Fermi-Dirac, 0.05 eV; spin none; net charge 0.

Cell vectors (angstrom)
a  11.4818  -0.0188  0.1155
b  0.079  11.5059  -0.0076
c  3.8524  6.1614  26.7297

Atoms: element, x, y, z (angstrom)
Si  1.2947  1.754  1.5987
Si  1.8151  3.7265  -0.0999
Si  0.8794  8.0425  -0.8056
Si  4.0245  -0.5821  -0.129
Si  4.6929  3.3021  -0.0274
Si  6.8544  8.8231  1.0673
Si  8.6308  0.2  -0.7145
Si  10.1463  5.861  -0.6514
Si  7.8014  7.6322  -0.7176
Si  1.907  -0.4371  1.1847
Si  1.8095  5.2397  1.554
Si  2.9429  7.3114  1.3724
Si  5.8899  -0.4674  0.8908
Si  5.6086  6.1415  0.275
Si  4.7549  8.2318  0.2321
Si  10.7258  1.1324  2.7494
Si  10.1839  3.5207  3.3042
Si  9.4678  11.2244  1.6145
Si  2.3248  3.5155  3.1603
Si  2.798  8.1243  3.3507
Si  2.6716  10.6456  3.4167
Si  6.0269  2.8455  2.9282
Si  6.4222  7.3856  2.8316
Si  6.3619  11.9685  3.052
Si  10.8482  5.499  1.9518
Si  10.5216  7.6924  2.8242
Si  11.3965  9.7394  1.3136
Si  0.5548  3.6764  4.6268
Si  0.6018  7.7025  4.4144
Si  0.6409  11.5529  4.4345
Si  4.3413  3.6082  4.3289
Si  4.7635  7.549  4.4104
Si  4.5622  11.4467  4.3802
Si  8.1155  3.5619  4.1821
Si  8.4951  7.4611  4.1193
Si  8.4277  11.3656  3.9934
Si  0.7946  1.82  5.887
Si  0.6596  5.6945  5.7284
Si  0.6868  9.5776  5.908
Si  4.261  1.7724  5.8705
Si  4.523  5.4963  5.6365
Si  4.6125  9.514  5.7655
Si  8.3403  1.6482  5.5317
Si  8.4306  5.6448  5.5762
Si  8.2919  9.527  5.2996
Si  2.5425  1.8854  7.4926
Si  2.6019  5.632  7.0489
Si  2.7519  9.4874  7.2627
Si  6.3939  1.8176  6.8237
Si  6.6264  5.5177  6.9408
Si  6.5657  9.3645  7.0232
Si  10.3396  1.8578  7.0807
Si  10.0699  5.585  7.1986
Si  10.0389  9.5153  6.8616
Si  2.623  3.8155  8.6837
Si  2.7442  7.5627  8.4065
Si  2.593  11.3443  8.6019
Si  6.4151  3.6338  8.3568
Si  6.413  7.3527  8.4536
Si  6.5421  11.3377  8.4072
Si  10.3499  3.7144  8.5831
Si  10.1666  7.7864  8.3863
Si  10.2814  11.4992  8.2631
Si  0.6499  3.9869  10.17
Si  0.5993  8.212  9.4491
Si  0.5548  10.6873  9.4606
Si  4.504  4.3355  9.6185
Si  4.5857  6.8177  9.4668
Si  5.2891  13.4592  11.5527
Si  8.3946  2.9397  9.4281
Si  8.2667  7.5432  9.9122
Si  8.4803  12.0435  9.6601
Si  -0.4238  2.4746  11.9724
Si  0.0626  6.4109  11.098
Si  1.2589  10.6141  13.4725
Si  4.8577  0.1457  9.9602
Si  4.7411  7.8998  11.6348
Si  5.6541  10.1658  11.4604
Si  8.9892  3.4607  11.6539
Si  9.1679  5.8608  11.4123
Si  8.573  11.6328  11.8596
Si  2.6173  2.6855  14.6804
Si  2.6004  5.5301  14.7692
Si  4.0074  12.2697  12.8943
Si  7.4028  2.1956  12.8495
Si  7.2178  7.5088  13.1837
Si  7.5953  9.3426  11.7504
Si  11.7746  1.861  14.4774
Si  13.4671  7.901  13.1839
Si  10.8955  11.506  11.3848
Si  3.6558  12.6477  18.7552
Si  9.7389  5.9913  17.8301
Si  7.6977  5.8065  15.8077
Si  7.6652  3.2508  15.1447
Si  1.2475  5.8411  17.3113
Si  7.772  10.3836  19.5471
Si  3.4808  4.3345  17.0044
Si  5.491  3.2223  17.4325
Si  11.5183  8.5245  21.286
Si  17.1311  13.073  23.4631
Si  5.9669  8.6417  23.2404
Si  4.9044  10.3937  19.3982
Si  10.32  10.9586  17.9631
Si  7.9509  11.2933  22.6855
Si  12.0002  8.283  23.9108
Si  10.429  1.9415  16.3751
Si  12.6655  13.3735  21.9638
Si  6.9811  5.4287  18.5452
Si  11.9166  4.2224  23.783
Si  10.4115  6.7789  23.1059
Si  10.944  10.9627  22.9714
Si  15.8532  10.3166  24.6354
Si  6.2632  7.8555  20.2076
Si  11.5107  8.2911  18.2618
Si  3.9341  12.6147  21.0225
Si  12.1439  13.1508  18.8994
Si  8.0217  7.2044  24.9168
O  1.9347  8.0251  0.3135
O  -0.1139  9.1523  -0.4986
O  4.8155  4.8259  -0.4181
O  3.11  2.9963  0.1081
O  6.9306  0.213  -0.3875
O  9.7587  5.2087  0.7945
O  6.8076  6.2178  -0.8469
O  11.5695  6.5935  -0.5348
O  5.6183  3.0873  1.2782
O  6.1243  6.1266  1.8789
O  4.7454  3.5499  11.2039
O  14.3084  6.9244  14.1259
O  0.7509  6.9325  12.5016
O  2.6639  11.3077  12.3758
O  -0.0753  10.563  12.35
O  5.5906  7.1549  12.7212
O  3.031  8.0719  11.8569
O  5.1292  11.0202  13.1184
O  8.3221  6.2376  12.6756
O  1.4453  8.0151  -2.3966
O  0.6576  2.5719  0.2967
O  13.9838  12.6051  21.9243
O  6.4569  10.9384  19.1119
O  6.0908  7.7825  21.7645
O  5.2057  2.1437  -1.2645
O  7.2289  12.7533  23.0928
O  8.147  11.1938  21.0307
O  11.0381  10.078  21.6156
O  10.3365  4.4657  -1.7421
O  2.4418  5.0185  18.0061
O  10.5115  7.3539  21.6106
O  16.0204  9.142  23.783
O  9.1734  7.1179  -1.2542
O  12.6541  7.334  17.6072
O  12.3803  0.3783  14.6847
O  3.6453  13.131  14.2351
O  2.6981  4.2251  13.8618
O  9.0722  10.4631  18.5487
O  2.9615  3.1157  16.1572
O  7.2775  7.07  14.8176
O  5.0472  8.7134  19.5505
O  9.0961  2.7442  16.0948
O  1.6024  9.254  13.9662
O  1.2522  5.4862  15.6799
O  16.3982  11.6569  23.8159
O  7.2939  8.5916  -2.0018
O  4.8744  13.4054  17.9792
O  12.72  7.6926  25.3037
O  8.9886  6.7146  23.5665
O  3.8672  5.4996  15.9072
O  11.9835  2.2695  20.5394
O  11.1617  5.1725  17.9008
O  7.6598  8.8214  20.031
O  3.9525  10.8222  18.5416
O  11.2818  9.6631  17.4184
O  6.677  7.6641  24.3931
O  12.5861  3.2224  22.8151
O  8.5477  5.3367  18.7698
O  12.1599  8.5881  19.8045
O  6.6405  5.8604  17.0865
O  10.0512  11.9466  16.6409
O  12.8517  5.2514  25.0151
O  7.0743  9.9427  22.9742
O  12.7867  8.3081  22.5157
O  2.0802  12.9785  18.271
O  16.5983  13.3865  21.9821
O  6.3654  6.4286  19.5907
O  6.2317  2.8853  16.1301
O  11.2897  11.7218  19.0919
O  9.3924  11.2522  23.2905
O  4.5434  10.9459  20.9199
O  11.0117  5.2114  22.8905
O  10.2378  7.3671  18.3185
O  9.3395  5.9511  16.2644
O  11.2449  2.4278  17.726
O  4.1317  9.2851  -0.8073
O  6.3716  3.8494  18.7829
O  11.5419  10.0654  24.2582
O  11.6603  12.2918  22.7362

Results
free energy: -50407.177 eV
free energy less fixed offsets of O -463.61, Si -117.95 eV per atom: 18.163 eV
pressure: 0.56 GPa
stress xx, yy, zz, yz, xz, xy (GPa, positive in tension): -2, 0.82, -0.49, 0.94, 0.31, 1.57

Forces (eV/angstrom), in the order of the atoms: element, x, y, z
Si  -0.7731  -0.5238  1.2177
Si  -6.9925  3.0941  -2.766
Si  0.2065  -3.2752  -3.9236
Si  -4.1976  -1.8987  -2.1509
Si  2.1965  -2.4359  -1.5423
Si  -0.0876  1.0954  0.6878
Si  -3.5758  -1.0971  4.0653
Si  -0.5879  -1.65  -3.4872
Si  -4.3342  -0.227  -2.2939
Si  1.4181  0.0152  0.4126
Si  -0.3912  0.1827  0.9798
Si  0.0287  -0.5819  -0.7283
Si  5.4052  1.0027  0.1532
Si  0.3748  -0.8567  -2.5598
Si  0.1275  -1.1769  1.1232
Si  1.162  1.4853  0.8353
Si  1.3104  -0.4145  -0.3994
Si  0.4368  -0.682  -0.4164
Si  -0.7209  0.0567  -1.1419
Si  -1.6766  1.6482  2.4743
Si  -1.1029  -0.5874  -1.0601
Si  0.6422  0.0554  -0.9758
Si  1.6616  1.4907  1.2463
Si  -0.1877  0.3054  -0.4594
Si  1.387  -0.5934  2.4236
Si  0.2849  0.1246  -0.0887
Si  -1.2784  -0.5897  -1.4163
Si  -0.0821  0.5415  -0.3592
Si  1.6087  -0.1466  0.5215
Si  0.6585  -0.934  -0.1297
Si  -0.434  -0.835  0.0722
Si  -0.9398  0.1059  0.855
Si  -0.182  -0.2519  0.9374
Si  -0.6477  0.7324  0.2931
Si  -0.5189  0.5951  -0.6728
Si  -0.3623  0.4179  -1.4043
Si  0.9019  -0.1383  0.1361
Si  -0.6864  0.3901  0.5722
Si  -0.1622  0.0008  -0.9018
Si  0.4519  0.1995  -0.5149
Si  0.7711  0.9216  0.5748
Si  0.4814  -0.0811  0.0466
Si  0.7332  0.9444  0.5468
Si  -0.1511  -1.1775  -0.8314
Si  -0.0519  -1.5275  1.0007
Si  -0.1306  -0.9169  -1.17
Si  -0.3646  -0.0207  0.0014
Si  0.1719  0.5781  -2.0241
Si  -0.4236  -1.3006  1.3721
Si  -1.2716  0.2775  0.3631
Si  -0.1941  0.3453  0.6659
Si  -1.0229  0.9021  -0.5172
Si  1.6252  0.9075  0.1622
Si  -0.1107  0.8107  0.679
Si  -2.4901  0.4537  -0.4497
Si  -1.6737  -0.5456  0.1187
Si  1.3858  0.6541  1.3662
Si  0.4448  0.1373  -0.5618
Si  2.4689  0.7209  -2.0435
Si  1.1087  0.8742  -1.48
Si  0.471  0.0281  -0.5394
Si  -1.3752  -0.9145  -0.4568
Si  -0.4067  -2.0546  0.1341
Si  -0.4333  0.6445  0.2507
Si  0.6039  -0.7998  0.5211
Si  -0.2665  -0.259  -0.2055
Si  2.6364  -0.4334  2.6675
Si  -0.974  -0.7272  2.9265
Si  0.6135  2.2607  -1.0703
Si  -0.5839  -0.4807  1.1996
Si  0.4943  0.2978  -0.2238
Si  -1.0023  0.5003  -1.7071
Si  0.8021  -0.8882  -0.5792
Si  0.1213  0.1524  -0.6896
Si  -0.9259  9.3246  -4.4736
Si  -1.3475  0.6022  -1.067
Si  -3.318  2.0617  -2.7622
Si  -3.9674  0.0319  2.8966
Si  -0.5277  0.2899  -0.6139
Si  1.0636  -0.5346  -1.7831
Si  0.2138  -0.8801  0.8885
Si  -5.9528  5.6375  -0.5333
Si  1.8912  1.4274  1.0257
Si  -1.0858  -4.0934  0.3475
Si  0.121  -0.3204  -0.193
Si  0.082  -3.1093  1.1203
Si  3.4894  -0.2606  -0.0604
Si  1.4336  2.5941  -0.5177
Si  0.1958  -2.8246  -0.6822
Si  -1.3887  3.85  -1.5001
Si  -0.0774  -0.9714  -1.4475
Si  1.4753  -3.942  0.3428
Si  0.8294  -0.1988  -1.6749
Si  0.0102  0.008  2.6889
Si  -4.4125  -4.4693  -1.1684
Si  5.3824  -1.4966  6.0732
Si  4.2557  1.3144  0.009
Si  -1.2145  2.8742  4.6202
Si  2.8224  2.7966  0.9413
Si  1.6135  -4.8442  -3.2241
Si  5.1386  -0.3498  -3.7922
Si  13.4309  -8.3953  13.5768
Si  7.5761  2.4406  -3.05
Si  -1.4782  0.3033  -3.1446
Si  -0.9765  2.8123  2.8782
Si  0.7385  0.7637  0.3359
Si  -5.003  -0.1379  0.9433
Si  -0.9057  -3.9686  2.7229
Si  -0.8587  2.5812  2.8911
Si  4.3689  -1.3909  -0.5095
Si  -0.8306  -3.1961  1.8316
Si  -1.726  8.947  5.5487
Si  1.1679  3.8407  -0.2746
Si  2.2695  1.2594  1.3893
Si  2.3241  -2.7952  1.6725
Si  -5.9417  -0.1277  3.4502
Si  5.2127  -2.5207  -0.9452
O  1.1472  0.412  0.5941
O  -2.2731  3.7323  2.4446
O  0.256  1.5571  0.9606
O  5.7766  -3.2892  0.1691
O  0.0813  -1.0654  1.4872
O  -0.6749  0.825  -2.1965
O  1.8207  1.5046  1.4838
O  0.177  -0.1819  0.1328
O  0.0041  -0.2781  1.1967
O  -0.9538  -2.5873  -1.9265
O  -0.0699  -0.0488  -1.7777
O  -0.4206  -0.8032  1.2268
O  0.52  1.2925  0.974
O  -1.6913  0.3541  2.7951
O  4.2074  -3.0014  6.0673
O  2.8068  -0.9487  2.0355
O  1.068  0.8069  -0.0125
O  0.3146  0.0941  -1.8615
O  -2.9107  2.6784  3.1353
O  -1.1417  3.4723  4.8802
O  0.9592  0.3097  0.3627
O  4.1065  -1.1091  -0.6014
O  -4.832  1.526  -2.646
O  -1.2556  0.6437  4.5572
O  -1.2902  3.4417  3.0068
O  0.2846  -1.3789  0.6139
O  -0.3065  -0.2761  -1.3847
O  -0.053  -1.9195  -0.6078
O  2.061  2.3505  1.6766
O  -0.8825  0.0721  1.0972
O  -0.8988  0.1007  -1.9245
O  0.1924  -6.9484  -4.8078
O  3.3543  -2.6309  1.0863
O  0.4007  3.5746  0.3379
O  0.5097  -5.2238  -1.8338
O  3.5864  -4.1072  -1.7726
O  0.2056  -1.8414  -0.1358
O  -6.5499  -1.9098  2.838
O  -1.175  -1.6708  0.6902
O  0.048  0.0366  -0.618
O  0.0104  1.4107  -0.5631
O  -3.5252  1.8844  -1.7075
O  0.9038  -5.1421  0.8673
O  0.2296  0.3438  0.6441
O  -0.4434  -0.4992  0.901
O  -0.2201  -0.174  1.8109
O  -1.8635  -2.8862  1.1446
O  0.8574  4.3889  -2.2971
O  -6.1099  -0.1737  2.9814
O  -1.6184  0.0311  -1.1812
O  0.6233  -0.6174  -3.5449
O  2.116  0.6781  -0.3465
O  -1.2534  -1.054  -1.1183
O  -13.5352  9.3958  -12.6108
O  -0.9277  0.1749  0.9573
O  -4.8203  2.1668  -2.3301
O  2.4814  -0.4569  -1.1255
O  2.2933  0.8256  -0.8647
O  -1.5549  -0.6712  -1.314
O  0.6007  0.9465  -3.1383
O  0.1001  -2.4291  1.5064
O  -0.5104  -4.51  -3.9863
O  -1.8499  -1.6632  1.6124
O  -0.6025  0.1957  -2.0966
O  5.8505  -0.9362  -0.6099
O  -2.1394  0.4542  -1.9677
O  -0.4473  -0.6405  0.0878
O  3.6555  -0.3529  -3.5851
O  -0.0404  0.5865  -1.4896
O  0.4496  0.0466  0.9714
O  -0.7762  2.3501  -0.0923
O  0.2119  1.0681  1.0368
O  -1.4063  3.1646  1.1634
O  -3.0374  0.4346  -0.4526
O  0.1153  0.0176  0.0536
O  -0.1472  2.022  -0.4917
O  -0.1021  1.3118  -2.3644
O  0.272  -2.9254  -1.7529
O  2.1326  3.8018  -0.8829
